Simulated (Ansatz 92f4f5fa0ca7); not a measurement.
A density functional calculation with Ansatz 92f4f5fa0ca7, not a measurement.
Periodic cell of 223 atoms, Si133O90, from a study of silicon, its oxide and their interface. The atomic structure is a simulated model.
Doubt: the cutoff is far below the 930 eV that the study's wrapper takes by default for these files, so forces and energies are approximate.
This geometry differs little from another in the collection (a relaxation step or a small displacement).

Settings: functional PBE; potential files Ansatz PAW; basis plane waves; wave-function cutoff 580 eV; density cutoff ratio 5; exchange-correlation grid ratio 1; k mesh 1 x 1 x 1, Gamma-centred; self-consistency stop 5e-08 eV per atom in the density residual; occupations fixed; spin none; net charge 0.

Cell vectors (angstrom)
a  10.938  0  0
b  0  10.938  0
c  0  0  32.5497

Atoms: element, x, y, z (angstrom)
Si  0.3045  -0.2355  25.0899
Si  5.2472  0.2708  24.9632
Si  3.0174  2.5383  24.9796
Si  8.0136  3.0083  24.975
Si  -0.3199  5.6745  25.2371
Si  5.674  5.1941  24.9276
Si  2.5348  8.4506  25.2224
Si  8.423  7.8604  25.2948
Si  1.4173  1.399  26.3477
Si  6.8538  1.3919  26.2933
Si  4.1392  4.0822  26.3499
Si  9.4979  4.0803  26.4839
Si  1.3658  6.8202  26.4383
Si  6.7716  6.7277  26.4452
Si  4.1445  9.6443  26.4049
Si  9.5956  9.5823  26.3954
Si  2.7385  0.0261  27.7755
Si  8.1927  0.0123  27.7222
Si  0.0148  2.7232  27.747
Si  5.4994  2.7284  27.745
Si  2.7563  5.4393  27.7447
Si  8.1613  5.4433  27.8344
Si  0.0033  8.2089  27.7923
Si  5.4695  8.2071  27.7513
Si  4.1018  1.3673  29.1314
Si  9.5708  1.3673  29.1314
Si  1.3673  4.1018  29.1314
Si  6.8362  4.1018  29.1314
Si  4.1018  6.8362  29.1314
Si  9.5708  6.8362  29.1314
Si  1.3673  9.5708  29.1314
Si  6.8362  9.5708  29.1314
Si  0  0  30.4987
Si  5.469  0  30.4987
Si  2.7345  2.7345  30.4987
Si  8.2035  2.7345  30.4987
Si  0  5.469  30.4987
Si  5.469  5.469  30.4987
Si  2.7345  8.2035  30.4987
Si  8.2035  8.2035  30.4987
Si  1.3673  1.3673  31.8659
Si  6.8362  1.3673  31.8659
Si  4.1018  4.1018  31.8659
Si  9.5708  4.1018  31.8659
Si  1.3673  6.8362  31.8659
Si  6.8362  6.8362  31.8659
Si  4.1018  9.5708  31.8659
Si  9.5708  9.5708  31.8659
Si  2.7345  0  0.6835
Si  8.2035  0  0.6835
Si  0  2.7345  0.6835
Si  5.469  2.7345  0.6835
Si  2.7345  5.469  0.6835
Si  8.2035  5.469  0.6835
Si  0  8.2035  0.6835
Si  5.469  8.2035  0.6835
Si  4.1018  1.3673  2.0507
Si  9.5708  1.3673  2.0507
Si  1.3673  4.1018  2.0507
Si  6.8362  4.1018  2.0507
Si  4.1018  6.8362  2.0507
Si  9.5708  6.8362  2.0507
Si  1.3673  9.5708  2.0507
Si  6.8362  9.5708  2.0507
Si  0  0  3.418
Si  5.469  0  3.418
Si  2.7345  2.7345  3.418
Si  8.2035  2.7345  3.418
Si  0  5.469  3.418
Si  5.469  5.469  3.418
Si  2.7345  8.2035  3.418
Si  8.2035  8.2035  3.418
Si  1.3592  1.3677  4.8163
Si  6.8658  1.3582  4.8073
Si  4.1072  4.0962  4.7559
Si  9.5835  4.0828  4.7958
Si  1.3636  6.8178  4.8097
Si  6.7486  6.9297  4.6857
Si  4.0842  9.5966  4.8051
Si  9.597  9.5492  4.7789
Si  2.7562  0.0146  6.2141
Si  8.2875  0.0153  6.1656
Si  -0.0248  2.7026  6.2558
Si  5.4861  2.7508  6.13
Si  2.7353  5.4271  6.1509
Si  8.1221  5.5478  5.9111
Si  -0.0278  8.146  6.1948
Si  5.4519  8.2475  6.1706
Si  3.9711  1.6239  7.5135
Si  9.8393  1.0689  7.6541
Si  1.6497  3.7959  7.4925
Si  6.5933  4.467  7.2877
Si  4.3026  6.6138  7.4328
Si  9.1899  6.9958  7.3865
Si  1.1403  9.7423  7.46
Si  7.1297  9.3746  7.4186
O  9.5633  6.8267  24.6673
O  4.106  1.3816  24.453
O  8.1791  8.1967  7.9132
O  2.7885  2.6865  7.958
O  6.8767  4.1298  24.5993
O  1.37  9.5034  24.7432
O  5.4459  5.5069  7.868
O  0.0598  -0.0608  7.963
O  7.4966  4.0586  8.6069
O  6.6725  10.1807  8.7772
O  9.4621  6.024  8.7038
O  1.6939  9.0196  8.8271
O  4.805  1.1894  8.8847
O  0.977  4.3406  8.9006
O  9.3268  1.4598  9.1841
O  3.6297  7.1723  8.8298
O  7.4256  8.3714  24.1002
O  8.6093  2.5882  23.4943
O  5.0851  5.519  23.411
O  2.4359  3.3707  23.6657
O  10.8925  0.3784  23.6023
O  0.1537  4.7225  23.9859
O  3.223  7.9186  23.8324
O  5.9611  10.5427  23.6126
Si  10.6273  4.2052  20.5179
Si  5.0072  5.7778  21.7947
Si  5.7505  9.8139  18.7457
Si  11.4606  2.9177  12.5196
Si  7.9921  -4.0054  14.1849
Si  7.3739  13.5104  12.856
Si  5.4272  0.2205  12.6753
Si  1.3982  4.4371  22.9824
Si  11.0426  7.2014  14.2041
Si  4.3332  3.695  19.5219
Si  9.3003  2.2829  10.589
Si  0.98  9.2228  20.4739
Si  6.9163  3.818  18.0493
Si  6.6919  5.561  11.8799
Si  8.5892  2.4557  21.8619
Si  14.2142  2.2566  13.3032
Si  -2.4252  4.971  9.5211
Si  5.3641  10.7397  9.5602
Si  8.2255  6.5433  18.3694
Si  15.3624  9.3917  14.8462
Si  -0.9581  -0.0161  22.3096
Si  -8.127  11.7474  15.7793
Si  2.6377  10.4094  18.194
Si  3.8107  4.8972  11.901
Si  12.3839  4.8319  10.3712
Si  6.77  7.7502  20.5561
Si  7.1877  9.5977  23.0763
Si  1.4456  4.2261  18.189
Si  0.0713  -4.2762  18.9676
Si  1.9946  7.1633  11.8216
Si  0.2548  4.2533  15.3942
Si  3.0716  8.5344  9.5414
Si  2.7206  7.3453  22.3957
Si  6.3715  1.642  19.9516
Si  6.6852  8.3246  16.4168
Si  1.6833  9.2877  15.5581
Si  8.2397  3.9927  15.3738
O  7.2319  2.4011  18.7896
O  6.4208  1.34  13.3438
O  4.8132  2.165  19.896
O  4.4307  4.5109  20.9451
O  2.9371  8.7316  14.6271
O  0.8286  3.778  21.6155
O  2.8587  8.374  11.1523
O  1.9116  2.1245  12.4626
O  7.689  -2.6957  15.1256
O  1.5364  10.8862  15.1621
O  4.2134  10.1784  18.4499
O  6.4127  0.0421  19.679
O  5.1584  5.6203  11.3772
O  9.5144  7.1269  13.6832
O  5.3277  9.749  13.5151
O  6.974  6.7906  12.92
O  2.9304  6.0776  12.6161
O  9.1505  3.7677  21.0667
O  2.5241  11.8695  17.4012
O  7.0767  2.0333  21.3839
O  11.3672  8.1759  19.3729
O  1.85  8.4458  21.6042
O  9.7758  6.7084  17.8785
O  7.9462  1.9919  11.4384
O  12.241  3.8477  16.5963
O  2.0114  5.9037  22.6454
O  10.567  5.8338  20.3208
O  1.2923  6.452  10.5085
O  4.0332  -7.2702  12.9621
O  11.2967  8.3923  15.3024
O  7.1149  3.5419  16.4576
O  11.8434  7.6783  12.8757
O  4.1789  10.8299  15.6124
O  11.1393  3.5855  19.0757
O  1.3437  5.8717  18.3046
O  -0.4865  1.9365  11.6988
O  9.7146  4.0705  16.0577
O  -3.252  -5.1185  10.6267
O  8.1429  7.4666  19.7216
O  0.2692  3.2628  14.0928
O  4.1742  9.6817  9.3267
O  5.791  -0.0609  11.1172
O  8.5751  10.4156  22.9522
O  -7.927  15.3088  10.5727
O  9.662  1.304  21.43
O  4.0358  7.0552  21.5046
O  3.9768  0.9154  12.7472
O  8.3233  2.9028  14.1494
O  1.834  10.341  19.6213
O  7.8416  5.5082  14.9498
O  6.8795  8.9193  21.657
O  7.9398  -5.9794  18.6035
O  5.6897  8.3641  19.4977
O  9.436  3.8705  10.2572
O  7.0859  7.0226  17.3079
O  2.06  9.257  17.1631
O  6.8073  4.0615  12.5098
O  0.5509  5.7764  14.8674
O  0.6279  4.3089  11.685
O  5.3829  4.2802  18.4034
O  10.6781  9.8798  21.2899
O  2.8551  3.7391  18.8521
O  -5.7521  8.2851  15.7732
O  13.9897  2.1813  14.9354
O  6.4316  6.284  21.1944
O  6.6971  9.6481  17.3936

Results
free energy: -135735.996 eV
free energy less fixed offsets of O -568.88, Si -635.61 eV per atom: -0.666 eV

Forces (eV/angstrom), in the order of the atoms: element, x, y, z
Si  -0.0487  0.0293  0.0453
Si  0.0145  -0.0272  0.0108
Si  -0.041  0.0105  0.0693
Si  -0.0061  -0.0055  0.0086
Si  0.0345  -0.0032  0.0359
Si  0.0048  0.0224  0.0267
Si  0.0211  -0.0226  0.0322
Si  -0.0208  0.0585  0.0768
Si  0.0035  0.0335  -0.0204
Si  0.0221  -0.0236  0.0133
Si  -0.034  0.0116  0.0021
Si  0.0225  -0.0061  -0.0027
Si  -0.0031  -0.0296  -0.0053
Si  0.007  0.0129  -0.0095
Si  0.0349  -0.0128  -0.007
Si  -0.0341  -0.0016  -0.0096
Si  -0.007  -0.0041  0.0255
Si  0.0026  -0.0004  -0.0086
Si  -0.0009  -0.014  0.0116
Si  0.0125  0.0015  0.0201
Si  0.0075  0.0034  0.0024
Si  -0.0228  -0.0147  0.0274
Si  0.0166  0.0152  0.0195
Si  -0.0155  0.0094  0.0132
Si  0.1503  0.1617  0.0328
Si  -0.0081  -0.0613  -0.2101
Si  0.0729  -0.0819  -0.1026
Si  -0.2405  -0.3476  0.5513
Si  -0.0497  0.0148  -0.1455
Si  -0.1252  0.0291  0.1521
Si  0.0992  0.0988  0.1323
Si  0.0837  0.0344  -0.1841
Si  0.003  -0.0556  -0.0185
Si  -0.0266  0.0167  -0.0129
Si  0.0436  0.0144  0.003
Si  -0.0884  0.043  0.0042
Si  -0.0103  0.0343  -0.0263
Si  0.01  -0.0788  -0.0009
Si  -0.0308  0.0186  -0.0179
Si  0.0548  0.0063  -0.004
Si  -0.0023  0.0128  -0.0209
Si  0.0966  -0.0295  -0.0203
Si  -0.0406  0.07  -0.0059
Si  -0.0013  -0.0351  -0.0273
Si  -0.0037  -0.023  -0.0227
Si  -0.0254  0.0097  -0.0225
Si  0.0273  -0.0173  -0.0247
Si  -0.0218  0.0009  -0.0018
Si  0.0199  -0.0569  0.0048
Si  -0.0728  0.0063  0.0092
Si  0.0207  0.0202  0.036
Si  -0.0037  0.0073  0.01
Si  -0.0277  0.0304  0.0077
Si  0.0174  -0.0022  0.0072
Si  0.0159  -0.0006  0.0222
Si  -0.0097  0.0235  0.0385
Si  -0.0243  0.0131  0.0299
Si  -0.0292  -0.0246  0.0057
Si  0.0213  0.0084  -0.0018
Si  0.0221  0.0558  0.0318
Si  -0.0295  -0.1152  -0.0422
Si  -0.0588  -0.0187  0.0419
Si  -0.0074  0.0399  0.0195
Si  0.1369  0.0269  -0.041
Si  0.1849  -0.0669  0.0133
Si  0.0908  0.0086  0.176
Si  -0.1602  -0.0758  -0.0213
Si  0.0956  -0.0706  0.0543
Si  0.0814  -0.1417  0.0886
Si  -0.2947  0.0467  -0.4878
Si  -0.0519  -0.0068  0.2344
Si  0.0051  0.4063  -0.4243
Si  -0.0015  0.0042  -0.0039
Si  0.0019  0.0001  -0.0037
Si  0.0082  -0.0062  -0.0202
Si  0.0045  -0.0094  -0.0016
Si  0.0018  -0.0017  -0.0071
Si  0.0107  -0.0152  -0.0044
Si  0.0003  -0.005  -0.0071
Si  0.0105  -0.0085  -0.016
Si  -0.0017  -0.0152  0.0007
Si  -0.0318  0.0148  -0.0126
Si  -0.0053  0.0245  -0.0096
Si  0.0184  0.0004  0.0164
Si  -0.028  0.0138  -0.0046
Si  -0.0071  0.0076  -0.0003
Si  0.0139  -0.0059  0.0065
Si  0.0061  0.0243  -0.0038
Si  0.0115  -0.0079  -0.0252
Si  0.016  0.0017  0.0032
Si  -0.0045  0.0025  -0.0204
Si  0.0069  -0.0495  -0.0571
Si  -0.0205  0.0152  0.0045
Si  0.0217  -0.0037  -0.0221
Si  0.0115  -0.0047  -0.0326
Si  -0.0314  0.0075  -0.0197
O  0.0297  -0.0323  -0.0437
O  0.0088  -0.0114  -0.0229
O  -0.01  -0.0034  0.0186
O  0.0022  0.0028  0.019
O  0.0029  -0.0087  0.0013
O  0.0178  -0.0001  -0.0298
O  -0.0075  0.0187  0.0295
O  -0.0084  0.0033  0.0155
O  0.0233  0.0072  0.0278
O  -0.0118  0.0113  0.0168
O  -0.0105  -0.0292  0.028
O  0.0136  -0.0101  0.0251
O  0.0144  -0.0163  0.0219
O  0.001  0.008  0.0305
O  -0.0083  0.0131  0.0251
O  -0.0036  0.0072  0.0044
O  -0.026  0.0006  -0.0382
O  0.0133  -0.009  -0.0329
O  -0.0133  0.0082  -0.046
O  -0.0219  0.0319  -0.0457
O  -0.0027  0.0048  -0.0307
O  -0.0001  -0.0099  -0.0155
O  -0.0015  -0.0057  -0.0202
O  0.0036  -0.0042  -0.0022
Si  0.0043  -0.0152  -0.0016
Si  0.0028  -0.0022  0.0054
Si  0.0032  -0.0023  -0.0032
Si  0  0.0095  0.0097
Si  -0.001  0.004  0.0094
Si  0.003  -0.0095  0.0002
Si  0.0116  -0.0025  -0.0109
Si  0.0152  -0.0133  0.0116
Si  0.0036  0.003  0.0036
Si  -0.002  0.0086  -0.0001
Si  -0.0088  0.0094  -0.0101
Si  -0.008  -0.0004  0.0019
Si  0.0046  0.0039  -0.0018
Si  0.0015  0.0071  -0.0003
Si  0.0098  -0.0017  0.0066
Si  -0.0016  -0.0044  0.0095
Si  0.0178  -0.0136  -0.0042
Si  -0.0159  -0.0055  -0.0062
Si  -0.0014  0.0013  -0.0083
Si  0.0047  0.0034  -0.0004
Si  0.0002  -0.0036  0.0112
Si  -0.003  0.0003  0.0047
Si  0.0034  0.0014  -0.0056
Si  -0.0015  0.0028  0.0051
Si  -0.014  -0.0009  -0.0187
Si  -0.0036  0.0042  -0.0006
Si  0.0008  0.0156  -0.0016
Si  0  -0.0068  0.0004
Si  -0.0008  0.0101  -0.0013
Si  0.009  0.0151  -0.0046
Si  -0.0003  -0.0024  0.0038
Si  0.0119  0.0216  -0.0157
Si  -0.0056  -0.0012  0.0075
Si  0.0065  -0.0058  -0.0035
Si  0.0028  -0.0012  0.001
Si  0.0025  0.0031  0.0017
Si  0.0032  -0.0034  -0.0007
O  0.0007  0.0059  0.0011
O  -0.0033  0.0002  -0.0109
O  -0.0018  -0.0006  0.0078
O  -0.0016  -0.0068  -0.0018
O  -0.0019  -0.0028  0
O  -0.0143  -0.0047  -0.0162
O  -0.0077  -0.0115  0.0205
O  0.0058  -0.0002  -0.0026
O  0.0014  0.0005  -0.0051
O  -0.0002  0  -0.001
O  -0.0007  0.0014  0.0066
O  -0.0041  -0.0068  0.0052
O  0.0001  -0.0026  -0.0008
O  -0.0001  0.0002  -0.0048
O  -0.0032  -0.0008  0.0047
O  0.0034  0.0059  0.0022
O  0.0034  -0.0055  -0.0047
O  0.0015  0.0077  0.0052
O  0.0006  0.0047  0.0052
O  -0.0071  0.0007  0.004
O  -0.0027  -0.0075  0.0055
O  -0.0081  0.01  0.0032
O  0.0017  -0.0014  0.0026
O  -0.0032  0.0088  0.0099
O  0.0015  0.0002  0.0004
O  0.0044  0.0055  0.0056
O  0.0026  0.0115  0.0052
O  0.0049  -0.0044  0.0005
O  0.0009  -0.0025  -0.0011
O  0.0009  0.0003  0.0008
O  0.0009  0.0012  0.0014
O  -0.0075  -0.0009  0.0046
O  -0.0007  0.0024  -0.0007
O  0.0059  0.003  -0.0047
O  0.0029  -0.0017  0.0017
O  0.0085  -0.0003  0.0024
O  0.0018  0.0011  0.0004
O  -0.0068  0.0051  0.0137
O  0.0093  -0.0041  0.0046
O  0.0019  0.0034  0.0024
O  0.0088  -0.0068  -0.0074
O  -0.0005  0.0048  0.0318
O  0.0068  0.0052  0.0061
O  0.0097  0.0048  0.0013
O  0.001  0.015  0.0024
O  0.0189  0.0027  -0.003
O  0.0063  0.003  -0.0047
O  -0.0012  0.0049  0.0011
O  0.0076  0.0061  0.0003
O  0.0034  -0.0033  0.0003
O  -0.0048  -0.0178  -0.0142
O  -0.0015  -0.0021  0.0042
O  -0.0042  0.0059  0.0039
O  -0.0124  -0.0021  -0.0136
O  -0.0012  0.002  0.0025
O  -0.0011  -0.0014  0.0014
O  0.0003  -0.0128  0.0005
O  0.0011  -0.0002  -0.0008
O  -0.0027  -0.0111  0.0068
O  0.0025  -0.0011  0.0023
O  0.0149  -0.0107  -0.0006
O  -0.0037  0.0022  0.004
O  0.0009  -0.0026  0.0018
O  0.0037  0.0024  -0.002
O  0.0064  0.0062  0.0059
O  0.0038  0.0011  0.002

The program warned: the cutoff lies below the one the program advises for these potential files; the forces do not sum to zero within the program's tolerance; the exchange-correlation potential is rough where the density is thin.
